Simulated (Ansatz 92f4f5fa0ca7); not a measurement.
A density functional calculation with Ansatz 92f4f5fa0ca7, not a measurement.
Periodic cell of 351 atoms, Si241O110, from a study of silicon, its oxide and their interface. The atomic structure is a simulated model.
Doubt: the cutoff is far below the 930 eV that the study's wrapper takes by default for these files, so forces and energies are approximate.

Settings: functional PBE; potential files Ansatz PAW; basis plane waves; wave-function cutoff 580 eV; density cutoff ratio 5; exchange-correlation grid ratio 1; k mesh 1 x 1 x 1, Gamma-centred; self-consistency stop 5e-08 eV per atom in the density residual; occupations fixed; spin none; net charge 0.

Cell vectors (angstrom)
a, 11.6015, 0, 0
b, 0, 13.3963, 0
c, 0, 0, 40.5571

Atoms and the computed forces on them: element, x, y, z (angstrom), force x, y, z (eV/angstrom)
Si, 0, 2.2327, 1.1851, 0.0063, -0.0049, -0.0013
Si, 3.8672, 2.2327, 1.1851, -0.0076, 0.0063, -0.0258
Si, 7.7343, 2.2327, 1.1851, -0.0022, 0.001, 0.013
Si, 1.9336, 5.5818, 1.1851, 0.0022, 0.0099, 0.0217
Si, 5.8008, 5.5818, 1.1851, -0.004, 0.0196, 0.0182
Si, 9.6679, 5.5818, 1.1851, 0.0026, 0.0111, 0.0079
Si, 0, 8.9308, 1.1851, -0.0082, -0.0096, 0.0106
Si, 3.8672, 8.9308, 1.1851, 0.0099, 0.0105, 0.0054
Si, 7.7343, 8.9308, 1.1851, 0.0072, 0.0014, -0.0202
Si, 1.9336, 12.2799, 1.1851, 0.0018, 0.0055, -0.0083
Si, 5.8008, 12.2799, 1.1851, 0.0045, 0.0125, 0.0181
Si, 9.6679, 12.2799, 1.1851, 0.0001, -0.0163, -0.0004
Si, 1.9336, 1.1164, 1.9745, 0.013, -0.0166, 0.0044
Si, 5.8008, 1.1164, 1.9745, -0.0319, 0.0049, -0.003
Si, 9.6679, 1.1164, 1.9745, 0.0103, -0.0096, -0.0119
Si, 0, 4.4654, 1.9745, -0.0061, -0.037, -0.0137
Si, 3.8672, 4.4654, 1.9745, 0.0048, -0.0587, -0.012
Si, 7.7343, 4.4654, 1.9745, -0.0054, -0.0296, -0.0115
Si, 1.9336, 7.8145, 1.9745, -0.002, 0.0131, -0.0112
Si, 5.8008, 7.8145, 1.9745, 0.0083, 0.0191, -0.0023
Si, 9.6679, 7.8145, 1.9745, -0.0315, -0.0077, -0.0002
Si, 0, 11.1635, 1.9745, 0.003, 0.0057, -0.0019
Si, 3.8672, 11.1635, 1.9745, -0.0192, -0.0005, -0.0022
Si, 7.7343, 11.1635, 1.9745, 0.0172, -0.0189, -0.0031
Si, 1.9336, 1.1164, 4.3426, 0.0117, -0.0236, -0.2022
Si, 5.8008, 1.1164, 4.3426, -0.0656, 0.0271, -0.0769
Si, 9.6679, 1.1164, 4.3426, 0.0264, 0.003, 0.0222
Si, 0, 4.4654, 4.3426, -0.0173, -0.0813, 0.0089
Si, 3.8672, 4.4654, 4.3426, 0.0122, -0.0848, -0.011
Si, 7.7343, 4.4654, 4.3426, -0.0293, -0.066, 0.0327
Si, 1.9336, 7.8145, 4.3426, -0.0031, 0.0533, -0.0352
Si, 5.8008, 7.8145, 4.3426, 0.0217, 0.0331, -0.1315
Si, 9.6679, 7.8145, 4.3426, -0.0678, -0.003, -0.214
Si, 0, 11.1635, 4.3426, -0.0021, -0.0151, 0.0426
Si, 3.8672, 11.1635, 4.3426, -0.0287, -0.0102, 0.073
Si, 7.7343, 11.1635, 4.3426, 0.0156, -0.0315, -0.009
Si, 0, 0, 36.2166, -0.0305, -0.1563, 0.1172
Si, 3.8672, 0, 36.2166, -0.0828, -0.0397, 0.1985
Si, 7.7343, 0, 36.2166, 0.1695, -0.1276, 0.0967
Si, 1.9336, 3.3491, 36.2166, -0.097, 0.0484, 0.0604
Si, 5.8008, 3.3491, 36.2166, 0.0328, 0.0868, 0.1325
Si, 9.6679, 3.3491, 36.2166, 0.0364, -0.0458, -0.1174
Si, 0, 6.6981, 36.2166, -0.0347, 0.008, -0.1186
Si, 3.8672, 6.6981, 36.2166, -0.0508, 0.1852, 0.0438
Si, 7.7343, 6.6981, 36.2166, 0.0965, 0.1101, 0.0047
Si, 1.9336, 10.0472, 36.2166, -0.0713, 0.0311, -0.1165
Si, 5.8008, 10.0472, 36.2166, 0.1043, 0.1028, -0.0557
Si, 9.6679, 10.0472, 36.2166, 0.0371, 0.0104, -0.1645
Si, 0, 0, 38.5847, 0.0006, -0.0675, -0.0068
Si, 3.8672, 0, 38.5847, -0.033, 0.007, 0.0058
Si, 7.7343, 0, 38.5847, 0.0696, -0.0495, 0.0047
Si, 1.9336, 3.3491, 38.5847, -0.033, 0.0235, 0.0069
Si, 5.8008, 3.3491, 38.5847, -0.0044, 0.0335, 0.0092
Si, 9.6679, 3.3491, 38.5847, 0.0094, -0.016, 0.0072
Si, 0, 6.6981, 38.5847, -0.0132, -0.0072, 0.0043
Si, 3.8672, 6.6981, 38.5847, -0.023, 0.0988, 0.0111
Si, 7.7343, 6.6981, 38.5847, 0.0344, 0.0549, 0.0043
Si, 1.9336, 10.0472, 38.5847, -0.0166, 0.0066, -0.0013
Si, 5.8008, 10.0472, 38.5847, 0.0409, 0.043, 0.0023
Si, 9.6679, 10.0472, 38.5847, 0.0015, 0.0005, 0
Si, 0, 2.2327, 39.3741, 0.0014, -0.0001, -0.0121
Si, 3.8672, 2.2327, 39.3741, 0.0052, -0.0096, 0.001
Si, 7.7343, 2.2327, 39.3741, -0.0012, -0.0049, -0.0193
Si, 1.9336, 5.5818, 39.3741, 0.0021, -0.0121, -0.011
Si, 5.8008, 5.5818, 39.3741, 0.0011, -0.02, -0.0241
Si, 9.6679, 5.5818, 39.3741, -0.0037, -0.0032, -0.0113
Si, 0, 8.9308, 39.3741, 0.0016, 0.0074, -0.0155
Si, 3.8672, 8.9308, 39.3741, -0.0075, -0.0175, -0.0019
Si, 7.7343, 8.9308, 39.3741, -0.0054, -0.0049, 0.0095
Si, 1.9336, 12.2799, 39.3741, -0.0041, 0.006, 0.0193
Si, 5.8008, 12.2799, 39.3741, -0.0036, -0.0065, -0.0081
Si, 9.6679, 12.2799, 39.3741, 0.0015, 0.0204, 0.0233
Si, 0.1267, 0.0026, 28.9091, 0.2001, 0.0466, -0.6399
Si, 3.9267, 0.2152, 29.2749, -0.0484, 0.3121, -0.5665
Si, 7.7791, 0.1663, 29.1647, 0.0365, -0.083, -0.0208
Si, 2.0648, 3.3035, 29.2645, 0.3096, -0.0635, -0.5274
Si, 5.8717, 3.3994, 29.4548, 0.1971, -0.1264, -0.3846
Si, 9.6437, 3.2688, 29.1324, -0.156, -0.0169, -0.4587
Si, -0.1022, 6.5709, 29.0187, -0.0982, -0.1523, -0.5345
Si, 3.7551, 6.85, 29.1312, -0.0657, 0.2761, -0.4042
Si, 7.6126, 6.6661, 29.0225, -0.1874, -0.1524, -0.586
Si, 2.303, 10.3514, 28.8937, 0.2966, 0.2562, -0.6186
Si, 5.76, 10.1183, 29.2424, 0.154, -0.0906, -0.5419
Si, 9.5129, 10.023, 28.8031, -0.1613, -0.0347, -0.6765
Si, 0.0394, 2.2053, 29.782, -0.034, 0.0414, 0.21
Si, 3.9393, 2.3241, 30.2319, -0.0153, -0.0113, 0.3782
Si, 7.7978, 2.2872, 30.139, -0.0946, -0.165, 0.31
Si, 1.8876, 5.6027, 29.8447, 0.0186, -0.1071, 0.2675
Si, 5.6861, 5.6794, 29.9032, 0.0804, 0.022, 0.3901
Si, 9.56, 5.5233, 29.7951, 0.0607, 0.0951, 0.2021
Si, -0.2398, 8.8299, 29.5951, 0.2854, 0.1276, 0.0766
Si, 3.8691, 9.0072, 29.9944, -0.1052, 0.058, 0.2804
Si, 7.6905, 8.9151, 29.778, -0.0453, 0.0325, 0.3472
Si, 1.9986, 12.4312, 29.9141, 0.1015, -0.1889, 0.3331
Si, 5.8506, 12.3849, 29.8868, 0.0443, 0.0507, 0.3192
Si, 9.7243, 12.2633, 29.6241, -0.0618, 0.2633, 0.3005
Si, 0.0199, 2.2268, 32.1981, -0.0118, -0.0242, 0.0779
Si, 3.9074, 2.2719, 32.5241, -0.0175, -0.0357, -0.0194
Si, 7.7804, 2.231, 32.4439, 0.108, -0.0036, 0.0185
Si, 1.9159, 5.5997, 32.2393, -0.0511, -0.0729, 0.0531
Si, 5.7743, 5.6385, 32.2915, -0.0135, -0.0264, -0.0257
Si, 9.6387, 5.5845, 32.2051, 0.0116, -0.0275, 0.0246
Si, 0.0046, 8.9512, 32.0767, -0.1204, -0.0296, -0.0721
Si, 3.853, 8.9698, 32.3305, -0.0323, -0.0116, 0.0903
Si, 7.7562, 8.9383, 32.1875, -0.0078, -0.0339, 0.0808
Si, 1.9581, 12.3133, 32.2794, -0.0585, 0.01, 0.0134
Si, 5.819, 12.316, 32.2752, 0.0432, -0.03, -0.0842
Si, 9.7205, 12.2649, 32.1049, -0.0452, 0.0115, -0.0526
Si, 1.926, 1.1345, 33.1114, 0.0345, -0.0148, -0.1385
Si, 5.8428, 1.1122, 33.1673, -0.0417, -0.0326, -0.0493
Si, 9.7293, 1.0727, 33.0595, -0.0012, 0.0105, -0.1271
Si, -0.0211, 4.4619, 33.027, 0.0218, 0.0499, -0.2099
Si, 3.8533, 4.5364, 33.1317, -0.0078, 0.0259, -0.1248
Si, 7.7181, 4.4981, 33.0923, 0.0227, 0.0978, -0.1387
Si, 1.8948, 7.8385, 33.029, 0.0806, -0.0369, -0.1437
Si, 5.8109, 7.8665, 33.0763, 0.0876, -0.0587, -0.1103
Si, 9.699, 7.8324, 32.9984, -0.0974, -0.0117, -0.1385
Si, 0.0133, 11.1514, 32.9962, 0.0381, 0.0649, -0.1026
Si, 3.8851, 11.2027, 33.0799, -0.0029, 0.0123, -0.0365
Si, 7.7772, 11.1779, 33.0017, -0.0104, 0.0015, -0.1768
Si, 1.9256, 1.1161, 35.4565, -0.0366, 0, 0.0085
Si, 5.8049, 1.1109, 35.4907, 0.0446, -0.0278, -0.0044
Si, 9.6791, 1.1047, 35.4248, 0.0455, -0.039, 0.0298
Si, -0.003, 4.4633, 35.4081, -0.012, -0.0037, 0.0119
Si, 3.8643, 4.478, 35.4686, -0.0223, 0.0521, 0.0101
Si, 7.7335, 4.4747, 35.4436, -0.0082, 0.0278, 0.0248
Si, 1.9241, 7.8188, 35.4069, -0.0459, -0.029, 0.0471
Si, 5.8063, 7.8214, 35.4368, -0.0053, -0.0132, 0.0049
Si, 9.6729, 7.8171, 35.3953, 0.0102, -0.0268, -0.0055
Si, -0.0017, 11.1589, 35.3899, 0.0003, -0.0324, 0.0333
Si, 3.8687, 11.1694, 35.4365, -0.0058, -0.0108, 0.021
Si, 7.7439, 11.1655, 35.3946, -0.0019, -0.0387, 0.0133
Si, 0.0072, 0.0039, 5.1286, 0.0441, 0.0447, 0.0088
Si, 3.8631, 0.0036, 5.1298, -0.0128, 0.0432, 0.0132
Si, 7.7283, 0.0026, 5.1149, -0.0316, 0.0164, 0.0026
Si, 1.9336, 3.3386, 5.1268, 0, -0.0275, -0.0173
Si, 5.7991, 3.3441, 5.1426, 0.0207, 0.0062, -0.0087
Si, 9.6666, 3.3458, 5.1376, -0.011, 0.0197, -0.0027
Si, -0.0066, 6.6993, 5.1014, -0.0221, 0.0171, 0.0155
Si, 3.8704, 6.6957, 5.1039, 0.0185, -0.0183, 0.0113
Si, 7.731, 6.6974, 5.1155, -0.0081, 0.0145, 0.0349
Si, 1.9299, 10.0478, 5.1411, 0.0059, 0.009, -0.0032
Si, 5.8025, 10.048, 5.128, -0.001, 0.033, 0.0096
Si, 9.669, 10.0378, 5.1266, 0.0217, -0.0199, -0.0071
Si, 0.0177, 0.0087, 7.4934, -0.0211, -0.0228, 0.1075
Si, 3.8412, 0.0132, 7.4981, 0.0153, -0.028, 0.1778
Si, 7.7077, -0.0095, 7.4683, -0.0031, 0.0244, 0.1176
Si, 1.9188, 3.3042, 7.4886, 0.0031, 0.0079, 0.1445
Si, 5.797, 3.3215, 7.5171, -0.0057, -0.0133, 0.1865
Si, 9.6507, 3.3353, 7.5081, 0.0016, -0.0243, 0.1746
Si, -0.0387, 6.6827, 7.4471, -0.0017, 0.0083, 0.0834
Si, 3.8654, 6.6679, 7.4503, -0.0192, 0.0134, 0.0468
Si, 7.7047, 6.6869, 7.4735, 0.0105, 0.0037, 0.1166
Si, 1.9232, 10.0312, 7.5138, 0.0005, -0.0039, 0.1715
Si, 5.7971, 10.0473, 7.4914, -0.0174, -0.0428, 0.1664
Si, 9.6738, 10.001, 7.4878, -0.0181, -0.0378, 0.1563
Si, -0.0213, 2.2332, 8.3538, -0.0278, 0.0423, -0.0609
Si, 3.8554, 2.2333, 8.3676, 0.0423, 0.02, -0.0414
Si, 7.7325, 2.1972, 8.3431, 0.006, 0.0086, -0.1038
Si, 1.9013, 5.5579, 8.1497, 0.025, 0.0199, -0.087
Si, 5.7841, 5.5597, 8.2943, 0.0391, 0.0015, -0.0855
Si, 9.6334, 5.5818, 8.2786, -0.038, 0.0431, -0.0726
Si, 0.0044, 8.8732, 8.3321, 0.0022, 0.0388, -0.0594
Si, 3.8702, 8.8877, 8.2494, 0.0459, -0.0171, -0.052
Si, 7.7197, 8.9063, 8.3068, 0.0187, 0.0409, -0.104
Si, 1.9364, 12.2714, 8.3449, 0.0024, -0.0144, -0.0523
Si, 5.7632, 12.2917, 8.2907, -0.0209, 0.0109, -0.0283
Si, 9.6657, 12.2658, 8.156, 0.0198, 0.0132, -0.0324
Si, -0.0327, 2.2474, 10.766, -0.019, 0.0812, -0.3881
Si, 3.8596, 2.2584, 10.796, -0.0292, 0.0674, -0.2116
Si, 7.743, 2.1636, 10.744, 0.047, 0.0846, -0.3583
Si, 1.8801, 5.5562, 10.4629, -0.0506, -0.0444, -0.3074
Si, 5.7855, 5.5529, 10.6722, -0.034, -0.0161, -0.2498
Si, 9.6057, 5.6009, 10.6503, 0.0247, -0.0825, -0.3989
Si, 0.0245, 8.8359, 10.7388, 0.1646, 0.0107, -0.3166
Si, 3.8988, 8.8383, 10.6072, -0.0196, 0.0809, -0.3721
Si, 7.7354, 8.9046, 10.6906, -0.0952, 0.0252, -0.3957
Si, 1.9524, 12.2636, 10.7548, -0.0031, 0.0409, -0.2986
Si, 5.7445, 12.3006, 10.6769, -0.0385, 0.0158, -0.3268
Si, 9.6819, 12.2602, 10.4725, -0.0192, -0.0258, -0.4281
Si, 1.9015, 1.1347, 11.4734, -0.1678, 0.0202, 0.5316
Si, 5.7967, 1.1248, 11.5353, 0.0328, -0.0649, 0.7258
Si, 9.6871, 1.0007, 11.4414, 0.112, -0.3415, 0.6079
Si, -0.0402, 4.5489, 11.3732, -0.0619, 0.32, 0.6354
Si, 3.766, 4.5614, 11.3875, -0.0161, 0.1992, 0.6988
Si, 7.721, 4.419, 11.409, 0.002, 0.0161, 0.6375
Si, 2.0143, 7.6905, 11.3936, 0.0065, -0.201, 0.6667
Si, 5.8229, 7.7667, 11.4736, 0.1236, -0.1642, 0.7286
Si, 9.6405, 7.8039, 11.4979, -0.126, 0.107, 0.7514
Si, -0.0304, 11.117, 11.2715, -0.1851, -0.0838, 0.6408
Si, 3.8751, 11.0366, 11.3914, 0.0348, -0.4051, 0.2887
Si, 7.7317, 11.1915, 11.2133, 0.065, 0.1409, 0.5594
O, 9.818, 0.6262, 13.071, -0.0217, 0.1955, -0.4268
O, 11.5242, 5.0215, 12.9845, -0.0045, -0.159, -0.3879
O, 1.7062, 1.2582, 13.1569, 0.1064, -0.0488, -0.4976
O, -3.7494, 24.7972, 12.8531, -0.0185, -0.0076, -0.114
O, 3.5341, 4.9689, 13.0228, 0.1702, -0.3157, -0.4118
O, 5.9236, 1.1412, 13.231, -0.0074, -0.057, -0.5675
O, 7.8361, 17.8316, 13.085, -0.0198, 0.0024, -0.5079
O, 11.3082, 11.0961, 12.9113, 0.1312, 0.0618, -0.2213
O, 5.8785, 7.6676, 13.161, 0.0202, 0.1207, -0.5125
O, 9.4473, 7.8636, 13.1766, -0.0127, -0.0202, -0.5906
O, 3.9684, -2.8806, 13.0074, -0.0307, 0.1912, -0.3655
O, 2.2516, 7.3497, 13.0458, -0.0839, 0.2812, -0.4175
O, 11.5091, 6.4365, 27.3317, -0.0024, 0.0214, 0.3828
O, 3.8471, 0.6704, 27.644, 0.1435, -0.2235, 0.0672
O, 6.1968, 3.139, 27.8207, -0.1108, 0.0759, -0.0222
O, 28.843, 23.4173, 27.575, 0.0097, 0.101, 0.1355
O, 47.3231, 63.1165, 28.6051, -0.2981, -0.2127, 0.5179
O, 2.5538, 2.9963, 27.6834, -0.1752, 0.2003, 0.137
O, 2.854, 10.721, 27.3778, 0.0309, -0.0305, 0.2376
O, 7.3315, 6.5117, 27.3539, 0.0767, 0.1022, 0.4221
O, 3.5396, 7.237, 27.4708, 0.076, -0.1919, 0.3398
O, 0.5329, 13.3995, 27.2581, -0.2781, 0.0171, 0.6159
O, 9.4128, 9.8818, 27.0851, 0.0538, 0.0611, 0.6153
O, 9.3011, 2.9953, 27.4931, 0.0731, 0.0545, 0.3554
Si, 2.1513, 2.4144, 19.0609, -0.0665, -0.053, -0.1098
Si, 10.0547, 4.044, 18.9066, 0.053, -0.1346, -0.1307
Si, 9.6354, 0.1948, 14.6289, -0.0571, 0.1757, 0.3564
Si, 2.9598, 10.9464, 25.7775, -0.2524, -0.2015, -0.1853
Si, 7.3558, 11.6713, 14.3673, 0.1924, -0.2271, 0.2292
Si, 7.5442, 9.0664, 16.1267, 0.022, -0.0481, 0.1331
Si, 2.658, 0.8079, 14.3893, -0.192, -0.0225, 0.4302
Si, 8.1109, 7.5516, 23.3679, 0.2254, 0.1256, -0.1848
Si, 2.3005, 0.0017, 17.138, -0.003, -0.0972, 0.2337
Si, 1.2056, 5.2756, 18.821, 0.0023, -0.0227, 0.0984
Si, 5.4491, 1.8254, 14.6428, 0.1, 0.0229, 0.1589
Si, 3.6131, 6.4216, 23.3373, -0.2139, 0.1672, -0.4133
Si, 5.4914, 3.7952, 26.5105, 0.2292, 0.0355, 0.0841
Si, 4.188, 11.4295, 14.333, -0.0113, -0.1357, 0.4864
Si, 7.1438, 15.3072, 21.629, -0.0566, -0.0821, -0.0004
Si, 3.3379, 1.9324, 26.7183, -0.1701, -0.2265, 0.2383
Si, 7.2102, 4.3189, 19.8645, 0.047, -0.018, -0.0759
Si, 5.6902, 7.123, 14.6931, 0.1375, 0.1061, 0.2962
Si, 5.5241, 0.1131, 17.2172, -0.0397, -0.1202, 0.1346
Si, 11.2749, 10.9434, 14.5117, 0.0401, -0.0471, 0.2141
Si, 1.2302, 13.5493, 25.786, -0.1411, -0.1434, -0.2916
Si, 5.3101, 2.1345, 19.492, -0.0761, -0.1399, -0.0838
Si, 12.8653, 5.3265, 21.894, -0.1182, 0.0396, -0.0675
Si, 7.6122, 13.3433, 26.8433, -0.0327, 0.1668, 0.0997
Si, 2.8998, 6.1496, 13.9764, -0.0202, -0.0127, -0.0181
Si, 11.2568, 7.0536, 23.5776, -0.0895, 0.2692, -0.1632
Si, 6.7448, 10.9388, 18.3884, 0.1019, -0.1637, -0.085
Si, 9.8531, 3.1451, 15.9558, 0.0409, -0.0018, 0.0144
Si, 7.2373, 4.3785, 14.5964, 0.2035, 0.0754, 0.2263
Si, 9.9615, 8.0288, 14.7185, -0.0811, -0.0575, 0.38
Si, 8.3381, 12.4404, 20.7909, -0.0289, -0.0817, -0.1292
Si, -0.5819, 11.5074, 21.2942, 0.0952, -0.0622, 0.002
Si, 0.0053, 2.7133, 21.2455, 0.0431, 0.0852, -0.0522
Si, 8.7784, 10.8052, 25.8835, 0.099, 0.0649, -0.3204
Si, 0.4282, 5.4444, 26.1418, -0.3069, 0.1365, -0.2727
Si, 10.9058, 13.7667, 23.3166, 0.0144, -0.0243, -0.1195
Si, 2.1582, 8.1385, 18.3756, -0.0145, 0.0611, -0.0758
Si, 7.5878, 5.8266, 25.8977, 0.3092, 0.1545, -0.1538
Si, 8.9521, 10.4231, 22.926, -0.019, -0.1229, -0.229
Si, 5.869, 10.9902, 26.2888, 0.0017, -0.033, -0.126
Si, 5.9947, 6.7675, 21.3043, 0.0856, 0.0259, 0.0102
Si, 3.5105, 6.0215, 26.3775, -0.022, 0.2018, -0.2755
Si, 1.8236, 8.9637, 23.6221, -0.1099, -0.0148, -0.0121
Si, 9.7645, 3.6996, 26.0933, 0.0188, -0.0644, -0.1583
Si, 2.1567, 10.589, 16.3572, -0.2466, -0.0564, 0.2779
Si, 4.5349, 9.1517, 19.7679, -0.0227, -0.0169, -0.0669
Si, 13.3679, 9.926, 20.7058, -0.0299, -0.0432, 0.0095
Si, 0.0878, 5.3532, 14.5712, -0.1921, -0.2379, 0.139
Si, 8.3888, 14.9554, 24.3751, 0.1031, -0.2312, -0.1631
O, 4.1102, 6.7373, 14.9209, -0.2094, -0.0377, -0.0819
O, 6.0103, 1.0091, 15.9477, -0.0981, 0.098, -0.1317
O, 5.4894, 8.2019, 20.7, -0.0107, -0.0045, 0.0157
O, 1.8595, 11.8365, 17.4049, 0.0604, 0.0332, -0.1576
O, 11.1704, 5.237, 18.7768, 0.0231, 0.0597, -0.0047
O, 5.7498, 11.8234, 14.4982, -0.1727, 0.0568, -0.0957
O, 11.5511, 5.9225, 24.6737, 0.132, -0.2132, 0.327
O, 7.5869, 14.5329, 25.7266, -0.0916, -0.0326, 0.0681
O, 1.6955, 6.6102, 18.0046, 0.0064, -0.0208, 0.0121
O, 6.2257, 3.3786, 18.9539, 0.0217, 0.0597, -0.0015
O, 2.4122, 9.6914, 24.9228, 0.0314, -0.0017, 0.1031
O, 11.3783, 3.9454, 26.2511, 0.0697, -0.0357, 0.1609
O, 3.7609, 8.1568, 18.7177, 0.0264, -0.0083, 0.0425
O, 9.5441, 10.7289, 24.435, -0.075, -0.027, 0.285
O, 10.0085, 3.1156, 17.5721, -0.0001, 0.0248, 0.0624
O, 8.1252, 13.0098, 14.9047, -0.0504, -0.0291, -0.1592
O, 11.4226, 12.4064, 22.597, -0.0211, 0.0581, 0.0894
O, 11.7035, 13.9229, 24.6983, 0.0472, -0.0279, 0.2059
O, 3.3749, 12.7977, 14.0185, 0.04, -0.0304, -0.2423
O, 5.5918, 1.8352, 21.0843, 0.0725, 0.0275, 0.0142
O, 10.9335, 6.742, 15.0234, 0.0395, -0.0054, -0.1269
O, 6.3082, 12.074, 17.2889, -0.045, 0.1075, -0.0514
O, 10.4534, 3.053, 20.1432, -0.0275, -0.0137, 0.0539
O, 1.7687, 1.0399, 18.2622, 0.0038, 0.0667, -0.031
O, 1.9019, 9.1684, 17.1207, 0.0204, -0.0225, -0.0358
O, 7.4653, 7.0018, 24.7634, -0.0874, -0.1516, 0.2071
O, 7.9112, 14.0058, 20.9779, 0.0138, 0.0632, 0.0102
O, 11.0803, 4.0484, 15.3558, 0.1928, 0.1489, -0.0537
O, 2.9044, 7.8649, 23.0955, 0.108, -0.1106, 0.0733
O, 9.6845, 7.2151, 23.3523, -0.0903, -0.0653, 0.0473
O, 8.8627, 12.3457, 26.436, 0.006, -0.0097, 0.0446
O, 10.2346, 10.1757, 21.9069, -0.0973, 0.0894, 0.0681
O, 7.538, 9.6935, 17.6479, -0.0108, 0.1053, -0.0127
O, 5.4223, 10.2675, 19.0238, -0.0995, 0.0335, 0.0588
O, 8.4501, 3.8796, 15.5662, -0.235, 0.1309, -0.1047
O, 3.392, 10.0706, 20.5268, -0.009, 0.0008, 0.0013
O, 11.9706, 8.4103, 24.109, 0.0513, -0.0496, 0.0226
O, 12.9477, 8.6745, 19.7119, 0.0273, 0.0388, 0.0746
O, 7.4087, 6.8581, 22.0932, -0.0826, -0.0004, 0.0055
O, 6.191, 12.5302, 26.7199, -0.0566, 0.0498, 0.0739
O, 10.6185, 9.5067, 14.9275, 0.0049, 0.1037, -0.1537
O, 4.0865, 6.3668, 24.8905, 0.0195, -0.0467, 0.3116
O, 9.881, 1.575, 15.4882, 0.0194, -0.2421, -0.1474
O, 0.3359, 4.0232, 22.1505, 0.0059, -0.0278, 0.0217
O, 10.6063, 12.335, 15.0918, 0.0278, -0.0454, -0.1926
O, 1.3805, 2.2814, 20.4834, 0.0212, -0.0208, 0.0462
O, 6.3065, 19.0393, 20.1726, -0.015, -0.0162, -0.0339
O, 4.5463, 2.6413, 25.8501, 0.0113, 0.0178, -0.0183
O, 3.816, 1.9181, 14.6861, -0.0325, 0.0737, -0.1042
O, 12.3186, 11.1527, 20.3597, 0.0201, -0.0531, 0.0131
O, 8.0781, 11.6215, 22.2025, 0.0065, -0.0005, 0.1348
O, 11.9382, 6.6421, 22.157, 0.0154, -0.0697, -0.0095
O, 9.3778, 2.7876, 24.7952, 0.0824, 0.254, 0.2134
O, 2.2773, 1.3802, 25.6379, 0.1807, 0.206, 0.1357
O, 13.1402, 9.8631, 22.314, 0.0005, 0.0265, -0.0403
O, 2.0395, 12.208, 25.3445, -0.004, 0.0377, 0.1463
O, 8.7549, 7.9974, 15.8427, 0.1242, -0.0398, -0.1871
O, 6.6535, 5.84, 15.0108, 0.0362, -0.057, -0.142
O, 7.8021, 10.3369, 15.1638, 0.0153, 0.1861, -0.177
O, 1.7294, 0.5694, 15.7115, 0.1069, 0.0966, -0.1949
O, 6.1404, 8.2919, 15.7667, -0.1726, -0.0698, -0.2102
O, 7.6812, 3.3876, 21.1418, -0.0023, -0.0132, 0.0572
O, 1.7408, 3.8103, 18.2759, -0.0042, 0.0225, -0.0196
O, 7.9575, 22.5437, 23.0978, -0.0364, 0.0281, 0.0586
O, 4.5134, 4.963, 27.0786, -0.0903, -0.0633, 0.0797
O, 9.322, 13.7748, 23.7329, -0.0652, 0.0135, 0.0256
O, 2.0375, 5.3889, 26.186, 0.1083, -0.1072, 0.0902
O, 14.125, 5.2714, 22.9312, 0.1474, -0.0314, 0.0845
O, 9.9379, 12.3722, 20.4182, -0.0173, 0.0348, -0.0374
O, 4.5371, 11.0612, 25.357, 0.1952, -0.0039, 0.1302
O, 7.2118, 10.4323, 25.5393, -0.076, -0.0617, 0.0623
O, 3.7482, 2.4548, 19.2854, 0.0697, 0.0578, 0.047
O, 7.2654, 15.3204, 23.2513, -0.0155, 0.0264, 0.0379
O, 6.0032, 3.3413, 14.7272, -0.1511, -0.1031, -0.1082
O, 8.5929, 4.7412, 19.1093, -0.1211, 0.0415, 0.0884
O, 5.7922, 0.8342, 18.6436, 0.0009, 0.067, -0.0205
O, 1.6859, 5.5337, 14.8977, 0.2198, 0.0616, -0.0384
O, -0.4901, 14.9736, 22.2581, -0.0348, -0.0121, 0.0406
O, 3.6565, 10.6704, 15.6933, 0.206, 0.1049, -0.2331
O, 13.3815, 5.4154, 20.3512, 0.068, 0.0029, 0.0108
O, 4.8755, 6.2348, 22.3506, -0.0429, -0.0447, 0.1428
O, 6.5812, 4.5604, 25.5612, -0.2173, -0.1898, 0.0084
O, 1.1758, 10.7988, 15.0913, 0.0618, 0.0531, -0.1173
O, 7.581, 11.6728, 19.5679, 0.0377, 0.0698, 0.0733
O, 9.0801, 5.1705, 25.8906, 0.0064, 0.0305, 0.103
O, 3.9208, -0.0713, 17.0697, 0.0673, 0.0505, -0.0537

Results
free energy: -215763.153 eV
free energy less fixed offsets of O -568.88, Si -635.61 eV per atom: -4.343 eV

The program warned: the cutoff lies below the one the program advises for these potential files; the forces do not sum to zero within the program's tolerance; the exchange-correlation potential is rough where the density is thin.
